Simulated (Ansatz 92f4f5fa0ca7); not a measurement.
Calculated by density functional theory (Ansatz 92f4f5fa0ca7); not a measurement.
Periodic cell of 256 atoms, Si144O112, from a study of silicon, its oxide and their interface. The atomic structure is a simulated model.
This geometry differs little from another in the collection (a relaxation step or a small displacement).

Settings: functional r2SCAN; potential files Ansatz PAW; basis plane waves; wave-function cutoff 800 eV; density cutoff ratio 5; exchange-correlation grid ratio 1; k mesh 1 x 1 x 1, shifted by 0.5 0.5 0 of a step; self-consistency stop 1e-10 eV per atom in the density residual; occupations fixed; spin none; net charge 0.

Cell vectors (angstrom)
a 10.88 0 0
b 0 10.88 0
c -1.9305 -5.236 35.9167

Atoms: element, x, y, z (angstrom)
Si 1.6373 -1.6086 0.0595
Si 4.3483 1.0436 0.239
Si 1.067 4.4151 -0.0625
Si 3.8455 -3.8332 0.0203
Si -4.3173 -1.1666 0.1476
Si -1.6546 1.703 0.0268
Si 6.9862 3.8872 0.2443
Si -1.1957 -4.2682 0.1143
Si 2.7452 -0.0893 1.4716
Si 5.4297 2.6939 1.4812
Si 2.6823 -5.4139 1.3098
Si 5.3917 -2.7257 1.4256
Si -2.6927 0.0217 1.339
Si 0.0207 2.7561 1.2801
Si 8.1724 5.4557 1.4796
Si 0.0295 -2.7216 1.3704
Si 1.3508 1.3674 2.6691
Si 4.0324 4.1023 2.7048
Si 1.3611 -4.0884 2.7641
Si 4.0749 -1.4103 2.8616
Si 6.8259 1.33 2.7964
Si 9.568 4.0694 2.7691
Si 6.7776 6.8116 2.7571
Si -1.3391 -1.3413 2.6917
Si 0.0062 0.0145 4.0588
Si 2.6977 2.7199 4.0552
Si 0.0135 5.4343 4.128
Si 2.7038 -2.7584 4.1656
Si 5.454 -0.0169 4.1493
Si 8.1855 2.714 4.116
Si 5.4151 5.435 4.0805
Si 8.1662 -2.6986 4.0676
Si 1.3529 -1.4206 10.854
Si 4.1168 1.3373 10.8416
Si 1.3305 4.0964 10.8642
Si 4.0585 -4.0355 10.8794
Si 6.802 -1.3124 10.9088
Si -1.4126 1.3448 10.8988
Si 6.828 4.0535 10.8347
Si -1.3262 6.7969 10.8279
Si 2.7594 -0.0722 12.1344
Si 5.5047 2.6753 12.1897
Si 2.657 5.504 12.2072
Si 5.4266 -2.6624 12.2395
Si -2.7297 -0.0004 12.3504
Si -0.0436 2.7201 12.2011
Si 8.1959 5.4401 12.1396
Si 0.0079 -2.7772 12.2529
Si 1.3373 1.2685 13.3935
Si 4.0809 4.1108 13.3711
Si 1.3562 -4.0867 13.7219
Si 4.0682 -1.3496 13.6516
Si -4.0777 1.3743 13.7455
Si -1.3444 4.1269 13.5699
Si 6.825 -4.0654 13.4606
Si -1.3713 -1.4547 13.6419
Si 0.2908 -0.2877 14.796
Si 2.8568 2.5571 14.5415
Si -0.2664 -5.2396 15.0187
Si 2.5208 -2.476 15.0238
Si 5.0525 0.329 14.9815
Si -3.0039 3.1615 14.8771
Si 5.5799 5.309 14.6868
Si -2.5563 -3.0607 14.952
Si -0.4241 3.2657 -4.8677
Si 4.218 -3.1605 24.3591
Si 7.8404 -3.0251 -2.109
Si 2.2602 -3.2888 -3.818
Si 1.4203 -4.0065 -6.7534
Si 7.613 -0.894 -7.0145
Si -0.2271 -1.7258 21.4629
Si -2.361 2.1068 20.4136
Si 4.3039 2.699 -6.9545
Si -0.483 2.8336 -9.2521
Si 2.8494 -4.7406 -9.1197
Si 5.0814 1.0006 17.7898
Si 1.019 -0.5512 -2.8378
Si -1.1006 0.0538 17.4349
Si 7.7266 2.2535 17.6211
Si 1.5562 4.7867 -3.0395
Si 4.2449 3.6604 -4.0761
Si -2.6344 0.6079 -9.6988
Si 1.6077 -2.5232 -10.6372
Si 5.6966 -5.2676 -2.0917
Si -1.4722 1.0333 -3.0059
Si 0.2631 0.9793 20.0839
Si 1.2141 -4.1189 20.7561
Si 2.3313 3.5286 23.8967
Si 1.7296 -4.5711 23.6045
Si 2.0648 -1.1441 -7.9588
Si 1.631 4.2714 16.917
Si 1.2993 1.7017 -6.9378
Si 7.6662 -0.9677 -4.0438
Si -1.1353 5.1057 -7.2765
Si 4.5467 -1.3923 -3.9532
Si -0.8664 -3.0491 24.0676
Si -1.3661 -2.193 -10.6612
Si 5.7308 -2.3678 21.9128
Si 2.6216 2.3785 18.9998
Si 3.8796 -4.3621 17.0519
Si 4.1425 -4.2357 20.0504
Si 4.8372 4.1671 -9.6306
Si 6.7821 -0.4265 19.8966
Si 6.748 3.4472 22.5628
Si 4.6659 -0.3625 -6.7665
Si 4.0665 3.8619 21.2844
Si -2.7045 -2.3746 17.8183
Si 5.5418 -3.8756 -9.8422
Si -2.6466 -3.484 -8.332
Si 3.5164 1.0415 -2.6124
Si -1.4864 -3.9198 19.8902
Si 7.9419 -4.5879 22.3257
Si 1.3436 -1.3455 5.455
Si 4.0636 1.3754 5.4397
Si 1.3707 4.0582 5.4566
Si 4.0875 6.7703 5.4818
Si 6.8209 -1.3771 5.4733
Si -1.34 1.3463 5.4522
Si 6.7907 4.0841 5.4366
Si 9.5075 6.8099 5.4436
Si 2.7108 0.0142 6.8099
Si 5.4282 2.7306 6.7973
Si 2.7306 5.4068 6.8121
Si 5.4514 -2.738 6.8183
Si -2.7012 -0.0072 6.8042
Si 0.0141 2.7011 6.81
Si 8.1406 5.45 6.8045
Si -0.0181 -2.709 6.8066
Si 1.3555 1.3559 8.1974
Si 4.0821 4.077 8.1861
Si 1.3616 6.7846 8.1198
Si 4.0837 -1.3592 8.1401
Si 6.7999 1.356 8.12
Si -1.365 4.0652 8.127
Si 6.7981 -4.0776 8.1982
Si -1.3651 -1.3543 8.1818
Si -0.0132 -0.0087 9.556
Si 2.7244 2.7213 9.5441
Si -0.0034 5.4299 9.4649
Si 2.7128 -2.7312 9.4693
Si 5.4613 -0.0028 9.4822
Si 8.1598 2.6974 9.4777
Si 5.4288 5.4432 9.5508
Si 8.1567 -2.6971 9.5481
O 6.9928 0.9704 -10.6932
O -1.4198 -4.1489 15.4267
O 3.9604 1.5328 15.1521
O 5.2391 -0.0791 16.5706
O -0.1257 -5.3919 -0.3819
O 2.756 -2.6979 -0.477
O -0.6803 -1.8578 22.9968
O 3.8363 -2.844 -3.7395
O 2.7625 5.3728 17.1919
O 6.6689 4.2117 15.1679
O 7.5405 -2.6135 16.3382
O 2.0456 3.2978 15.7166
O 4.6666 -2.9366 20.8352
O -1.3966 2.345 -3.9506
O 5.5118 0.0117 -0.2784
O 4.4866 -4.498 -1.3321
O 8.0626 2.7971 -0.3032
O 0.2748 2.0346 -8.107
O 7.0698 -1.9193 -1.2066
O 7.9402 0.3448 -3.1221
O 3.3187 4.7503 -9.8212
O -1.8657 -4.1955 23.4807
O -2.4145 2.995 16.3991
O 4.5679 5.3754 20.9664
O 0.6695 2.261 -5.5494
O 6.3277 4.5556 -1.0667
O 1.477 -2.4935 -7.3024
O 1.441 0.0873 -7.0911
O -1.1089 1.3375 -1.4622
O 7.9481 2.778 21.7417
O 1.4052 -1.3314 15.4187
O 0.2653 5.0068 16.4432
O -0.8019 4.3058 -8.6564
O 7.0478 5.0267 22.7319
O 3.17 -3.0295 16.4327
O 1.7987 1.4502 20.0352
O -1.788 3.3894 24.6677
O 4.2841 2.144 -3.5005
O 8.0086 0.5663 20.2804
O 4.6103 -4.1581 18.4928
O 1.7878 -1.3069 -9.5553
O 2.7147 2.4543 -7.1579
O 2.7457 4.2015 -3.9421
O 5.3728 3.0969 21.8183
O -0.7498 2.1555 20.5157
O -2.499 -2.2809 -7.2766
O 0.7961 3.009 24.0936
O 3.6594 -0.9241 -7.8818
O 8.105 -0.4766 -5.528
O 2.1996 5.0339 24.4814
O 1.5878 4.0559 -1.5811
O 1.1306 -2.5619 21.1967
O 6.8124 -4.1939 -2.5516
O -1.3757 -2.4107 20.5308
O 1.5397 3.3168 18.2237
O 1.957 -3.9464 -5.2521
O 1.4445 -1.9114 -3.5997
O -1.7979 1.9903 -9.6589
O 2.547 -4.3233 19.9262
O -0.4096 0.4874 16.0475
O 0.4694 2.9059 -10.5446
O 3.1315 -3.8095 23.3513
O 7.8584 0.2265 -8.1623
O -1.339 -1.5357 17.5409
O 0.5804 -3.732 24.3806
O 5.2083 4.7379 -3.3564
O 6.7937 -3.2824 -9.0406
O 0.0178 -4.4908 19.7348
O 4.223 -0.4111 -2.7157
O -0.1034 0.4897 18.5999
O -0.3956 -0.094 -3.4529
O 7.2116 -1.6084 18.8674
O 4.0105 -0.6973 -5.3183
O -1.2547 4.0464 -6.042
O 2.8726 3.6458 22.368
O 4.973 1.2212 -6.9047
O 3.6193 3.2879 19.8615
O 1.6622 -3.9805 -9.9082
O 5.5615 0.3647 19.1922
O 4.1402 -3.7461 -9.0322
O 3.5738 1.583 -1.0938
O 1.9901 0.7411 -3.0735
O 4.6442 3.5385 -5.6244
O -2.4396 -2.2593 -3.4121
O 4.9452 3.5978 -8.1272
O -0.0508 -4.6471 -6.8599
O 5.1287 -2.2187 23.4095
O -1.7993 -0.6775 -10.2441
O 0.9702 -0.8891 -1.2479
O -1.8232 -3.6443 -1.255
O 3.3877 2.5909 24.6936
O 6.1406 -1.4897 -4.0524
O -2.2818 -3.7894 18.4975
O 6.992 -3.3365 22.057
O -2.4855 -4.9209 -7.602
O -2.566 0.736 17.5497
O 5.0064 -4.8427 16.0144
O 1.1452 -4.9785 22.1349
O 5.2381 2.9581 -10.5788
O 6.0304 -1.1756 -6.9639
O 0.2269 4.3924 -3.8868
O 8.0679 2.8964 19.0637
O 1.7885 -4.4862 -2.8136
O 0.0724 -0.1964 21.1552
O -2.217 -4.9217 20.9196
O -1.4839 -3.2385 -9.4335
O 2.3759 -5.0049 -7.6032
O 6.6329 2.894 24.0726
O 5.8224 5.4088 -9.9955
O 6.2481 -0.9688 21.32
O 6.1155 2.2153 17.4304
O 3.5572 1.5243 17.9833

Results
free energy: -155993.061 eV
free energy less fixed offsets of O -570.45, Si -639.56 eV per atom: -6.021 eV

Forces (eV/angstrom), in the order of the atoms: element, x, y, z
Si -0.005 0.0054 -0.0278
Si -0.0044 0.0032 -0.0218
Si 0.0054 -0.0034 -0.0292
Si 0.0025 -0.0028 -0.0213
Si 0.0013 -0.0068 -0.0223
Si 0.0055 -0.0036 -0.0293
Si -0.0017 0.0047 -0.023
Si -0.0039 0.0046 -0.0214
Si 0.0015 -0.0023 0.0035
Si 0.0016 0.0008 0.0033
Si -0.0009 0.0022 0.0035
Si -0.0018 0.0024 0.0035
Si 0.0002 0.0001 0.0043
Si 0.0003 0.001 0.0033
Si 0.0025 -0.0008 0.0038
Si 0.0018 -0.0017 0.0041
Si -0.0009 -0.0001 -0.0012
Si 0.001 0.0006 -0.0007
Si 0.0001 0 -0.002
Si 0.0001 0.0001 -0.001
Si 0.0012 -0.0001 0.0002
Si 0.0008 0.0001 -0.0012
Si -0.0008 -0.0001 -0.0014
Si -0.0005 0.0002 -0.0005
Si -0.0005 -0.0004 -0.0015
Si 0.0007 -0.0008 -0.001
Si -0.0006 0.0001 0.0006
Si -0.0001 0.0004 0.0008
Si -0.0004 0.0001 0.0005
Si -0.0007 -0.0003 -0.0005
Si 0.0011 0.0001 -0.0018
Si 0 0.0001 -0.0019
Si 0.0021 -0.0006 -0.0005
Si -0.0003 -0.0013 0
Si -0.0007 0.0008 -0.0004
Si -0.0007 0.0007 -0.0005
Si -0.001 -0.0002 -0.002
Si 0.0001 -0.0003 -0.0017
Si 0.0011 -0.0007 -0.0002
Si 0.0008 -0.0023 -0.0019
Si -0.0001 -0.0008 -0.0021
Si -0.0009 -0.0001 -0.0005
Si -0.0017 0.0008 0
Si 0.0008 0.0009 -0.0017
Si 0.0007 -0.0016 -0.0023
Si 0.0001 -0.0004 -0.001
Si -0.0006 0.0005 -0.0028
Si -0.0011 -0.0009 -0.0042
Si 0.0005 0.0011 0
Si -0.0013 0.0002 0.0034
Si 0.0017 -0.0021 0.0029
Si 0.0019 -0.0018 0.0045
Si 0.0004 -0.001 0.0027
Si 0.0013 -0.0017 0.0035
Si -0.0001 0.0016 0.0033
Si -0.0004 0.0025 0.0024
Si 0.0011 -0.002 -0.014
Si 0.0006 -0.0016 -0.0085
Si -0.0028 0.002 -0.0157
Si -0.0008 0.0021 -0.0202
Si -0.0009 0.0004 -0.0183
Si -0.0027 0.0003 -0.0156
Si 0.001 -0.0012 -0.013
Si 0.004 -0.0042 -0.0203
Si 0 0.0008 -0.0071
Si -0.0056 0.002 0.0249
Si 0.0023 -0.0004 -0.0337
Si 0.0019 0.0026 -0.0109
Si 0.0038 -0.0017 0.0141
Si 0.0015 0.0045 0.0144
Si -0.0004 0.0013 0.0168
Si 0.0066 0.001 0.006
Si 0.0071 -0.0023 0.0129
Si 0.0028 0.0032 0.0219
Si 0.0011 -0.0005 0.0199
Si -0.0014 -0.0017 -0.0128
Si -0.0011 0.0016 -0.0183
Si -0.0024 -0.0003 -0.0154
Si 0.0075 0.0009 -0.0167
Si -0.0028 0.005 -0.0187
Si 0.0014 0.0024 -0.0116
Si 0.0001 0.0015 0.0206
Si -0.0002 0.0008 0.022
Si 0.0019 -0.0011 -0.0304
Si -0.0007 0.0005 -0.0229
Si 0.0023 0.0038 0.0067
Si -0.0002 -0.002 0.0127
Si -0.0089 -0.0054 0.0294
Si 0.0017 0.0021 0.0214
Si 0.003 0.003 0.0154
Si 0.0001 0.0021 -0.0205
Si 0.0043 -0.0005 0.0153
Si 0.0037 0.0023 -0.012
Si 0.0019 -0.0032 0.0115
Si 0.0042 0.0009 -0.0066
Si -0.0007 0.0005 0.0311
Si 0.0063 0.0013 0.0242
Si 0.0017 -0.0057 0.0159
Si 0.0027 0.0017 0.0037
Si -0.0004 -0.0041 -0.0223
Si 0.0255 0.0071 0.0159
Si -0.0037 0.0049 0.0237
Si 0.0046 -0.0004 0.002
Si -0.0057 0.0043 0.0175
Si -0.0037 0.0043 0.0111
Si 0.0051 -0.001 0.0205
Si -0.0006 0.0019 -0.0145
Si 0.0041 -0.0007 0.0187
Si -0.0003 0 0.017
Si -0.0003 -0.0061 -0.0221
Si 0.0041 -0.0003 0.0062
Si -0.0079 -0.0014 0.019
Si 0.0008 -0.0007 -0.0006
Si 0.0007 -0.0003 -0.0007
Si -0.0007 0.0005 -0.0004
Si -0.0006 0.0003 -0.0007
Si -0.0006 -0.0001 -0.0003
Si -0.0006 -0.0004 -0.0006
Si 0.0009 -0.0006 -0.001
Si 0.0011 -0.0007 -0.0012
Si 0.0004 -0.0002 -0.0017
Si 0.0005 0.0001 -0.0013
Si 0.0001 0.0002 -0.0009
Si 0.0004 0 -0.0007
Si 0.0001 -0.0003 -0.0005
Si 0.0003 -0.0001 -0.0011
Si 0.0004 0 -0.0016
Si 0.0006 0 -0.0013
Si 0.0003 -0.0005 -0.0011
Si 0.0009 -0.0006 -0.0005
Si 0.0003 -0.0004 -0.0012
Si -0.0001 0 -0.0005
Si -0.0001 -0.0003 -0.0009
Si 0.0001 -0.0002 -0.001
Si 0.0008 -0.0002 -0.0006
Si 0.0004 -0.0007 -0.0013
Si -0.0011 -0.0002 -0.0011
Si -0.0005 0.0006 -0.0013
Si 0.0002 -0.0002 -0.0024
Si -0.0008 -0.0016 -0.002
Si 0.001 -0.0012 -0.0012
Si 0.0007 -0.0012 -0.0013
Si -0.0009 0.0003 -0.0012
Si 0.0003 0.0006 -0.0005
O -0.0018 0.0029 -0.0092
O 0.0012 -0.001 0.0013
O 0.0009 -0.0006 -0.001
O 0.0007 0.0003 0.0189
O 0.0005 -0.0013 -0.0007
O 0.001 -0.0005 0.0032
O 0 0.0044 -0.0144
O -0.0012 0.0006 0.0033
O 0.0047 -0.0007 -0.0016
O 0.0032 -0.0026 0.0013
O -0.0043 0.006 0.0196
O -0.0081 0.0117 0.0184
O 0.009 -0.004 -0.0098
O 0.0004 -0.0028 0.0075
O 0.0032 -0.0003 0.0046
O -0.0116 0.0108 0.0242
O -0.0011 0.0023 0.0044
O -0.0031 0.0082 -0.0167
O -0.0098 0.016 0.0303
O 0.0011 0.0049 0.0085
O 0.0005 0.0007 -0.0036
O -0.0078 -0.0028 -0.0108
O -0.0001 -0.0028 0.0176
O 0.0003 0.0004 -0.0055
O 0.0005 0.0002 -0.0035
O 0.0064 -0.0087 0.0269
O 0.0015 0.0059 -0.003
O -0.001 0.0008 -0.0045
O -0.0033 0.0074 0.0333
O 0.0005 -0.0044 -0.008
O -0.0007 -0.0007 0.0105
O 0.0115 -0.005 0.0159
O 0.0021 -0.0031 -0.0067
O 0.0062 0.0051 -0.0145
O 0.0049 -0.0095 0.0155
O -0.0012 -0.0001 -0.0003
O -0.0054 0.0005 -0.0075
O -0.001 -0.0023 0.0105
O -0.0014 0.0005 -0.0005
O 0.0013 -0.0007 -0.0018
O -0.0019 -0.0011 -0.0061
O -0.0002 0.0042 -0.0027
O -0.0033 0.0038 0.0027
O 0.0001 0.0029 -0.0063
O 0 0.0047 -0.0059
O 0.0025 -0.0054 -0.0102
O 0.0091 0.008 -0.0084
O 0.0001 -0.0007 -0.0133
O -0.0035 -0.0022 -0.0009
O 0.0014 -0.0009 -0.0078
O -0.005 0.0013 0.032
O -0.0049 0.0074 -0.0039
O 0.0002 0.0008 0.0088
O -0.002 -0.0024 -0.0047
O 0.0037 -0.0035 -0.0007
O -0.0026 -0.0002 -0.0034
O -0.0009 0.0023 0.0108
O 0.0005 0.0011 -0.0082
O 0.0097 -0.0079 -0.0145
O -0.0031 0.0072 0.0126
O 0.0029 -0.0025 -0.0091
O -0.0025 0.0019 -0.0114
O 0.0045 0.0036 -0.0104
O -0.0014 -0.0003 -0.0005
O 0.0029 -0.0014 -0.01
O 0.0032 0.0044 0.0103
O -0.0054 0.0007 -0.0052
O -0.0004 -0.0034 -0.005
O -0.0021 0.0039 0.0124
O 0.0037 0.0013 -0.0042
O -0.0002 0.0039 0.0053
O -0.0022 0.0006 0.0033
O -0.0003 0.0013 0.0027
O 0.0036 -0.0007 -0.0055
O 0.0027 -0.0034 -0.0169
O 0.0021 0.0032 -0.0017
O -0.0031 -0.0039 -0.0076
O -0.0027 0.0047 -0.0022
O 0.001 0.0013 0.0022
O 0.0021 0.001 -0.0056
O 0.0066 -0.0019 0.0285
O -0.0003 0.0008 0.0075
O -0.0016 0.004 0.0055
O -0.0013 -0.0026 0.0117
O 0.0012 0.0054 -0.0109
O 0.0003 0.0016 -0.0031
O 0.0018 0.0022 -0.0183
O 0.0043 -0.005 -0.0157
O 0.0064 -0.0105 0.0334
O 0.0108 -0.0061 0.027
O -0.0017 0.0055 -0.0126
O 0.0003 0.0007 0.0027
O 0.0011 -0.0026 -0.0016
O -0.0037 0.0014 -0.0071
O -0.0021 0.0041 -0.0067
O -0.003 -0.0023 0.0021
O -0.007 0.0077 0.0163
O 0.0037 -0.0006 -0.0143
O 0.0066 -0.007 -0.0134
O 0.0029 -0.0038 0.0014
O 0.0052 0.002 0.0095
O -0.001 -0.0006 0.0016
O -0.0045 -0.0032 0.0113
O -0.0003 -0.0046 0.0024
O 0.0057 -0.0022 -0.011
O 0.0028 0.005 -0.0112
O 0.0039 0.0033 -0.0074
O -0.0043 -0.0019 -0.0177
O -0.0012 0.0053 -0.0062
O 0.0016 0.0041 -0.0051
O 0.0024 0.0006 -0.0001
O -0.001 -0.0006 0.0056

The program warned: the cutoff lies below the one the program advises for these potential files; the forces do not sum to zero within the program's tolerance; empty levels may hold ghost states of the PAW files; the exchange-correlation potential is rough where the density is thin.
